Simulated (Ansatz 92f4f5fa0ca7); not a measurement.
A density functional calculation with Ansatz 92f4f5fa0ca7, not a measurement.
Periodic cell of 227 atoms, Si134O92H1, from a study of silicon, its oxide and their interface. The atomic structure is a simulated model.
Doubt: the cutoff is far below the 930 eV that the study's wrapper takes by default for these files, so forces and energies are approximate.
This geometry differs little from another in the collection (a relaxation step or a small displacement).

Settings: functional PBE; potential files Ansatz PAW; basis plane waves; wave-function cutoff 580 eV; density cutoff ratio 5; exchange-correlation grid ratio 1; k mesh 1 x 1 x 1, Gamma-centred; self-consistency stop 5e-08 eV per atom in the density residual; occupations fixed; spin none; net charge +1 e, with a uniform compensating background and no finite-size correction.

Cell vectors (angstrom)
a	10.938	0	0
b	0	10.938	0
c	0	0	33.0202

Atoms and the computed forces on them: element, x, y, z (angstrom), force x, y, z (eV/angstrom)
Si	-0.1609	0.1875	25.4927	-0.0019	0.0051	-0.0247
Si	5.8471	-0.3157	25.5748	-0.0022	0.003	-0.0254
Si	2.5415	2.9715	25.6351	-0.0043	0.0036	-0.0188
Si	8.5779	2.4366	25.6744	-0.0035	0.0063	-0.0183
Si	0.265	5.0993	25.7542	-0.0006	-0.0023	0.0029
Si	5.2271	5.6766	25.4927	-0.0057	0.0027	-0.0172
Si	2.9744	7.9271	25.3529	0.0017	-0.0006	-0.0044
Si	8.0865	8.3881	25.4136	-0.0042	0.0043	-0.0233
Si	1.4129	1.3132	26.8677	0.0039	-0.0051	0.0039
Si	6.9214	1.2966	26.9063	-0.0025	0.0025	-0.006
Si	4.1218	4.1377	26.9086	0.0004	-0.0013	0.0018
Si	9.658	3.9765	27.069	0.0014	0.0003	-0.0025
Si	1.4378	6.8253	26.8252	-0.0013	0.0003	-0.0002
Si	6.8832	6.8165	26.7659	0.0021	-0.0037	0.0021
Si	4.1527	9.479	26.7741	-0.0042	-0.0001	-0.0041
Si	9.6112	9.5447	26.8148	0.0078	-0.0082	-0.0012
Si	2.7977	-0.0659	28.1907	0.0002	-0.0007	-0.0011
Si	8.2651	-0.0556	28.2645	-0.0042	0.0039	0.0097
Si	0.0929	2.6261	28.3342	-0.0012	0.0064	0.0012
Si	5.5021	2.7097	28.2126	0.0004	-0.0015	0.001
Si	2.7495	5.4779	28.268	-0.0038	0.0008	0
Si	8.2138	5.4493	28.2191	0.0011	-0.0012	0.0021
Si	0.033	8.1799	28.193	0.004	-0.0016	0.0002
Si	5.5103	8.1553	28.2085	-0.0034	0.0006	0.0047
Si	4.1018	1.3673	29.602	0.1	-0.1299	-0.2781
Si	9.5708	1.3673	29.602	0.0991	-0.4428	0.5769
Si	1.3673	4.1018	29.602	0.269	0.0148	0.3808
Si	6.8362	4.1018	29.602	-0.0118	-0.016	-0.0953
Si	4.1018	6.8362	29.602	0.2348	0.0474	0.1626
Si	9.5708	6.8362	29.602	0.0619	0.0128	-0.2667
Si	1.3673	9.5708	29.602	0.1101	-0.0899	-0.2744
Si	6.8362	9.5708	29.602	0.0166	-0.2008	-0.0039
Si	0	0	30.9692	-0.1232	0.0687	0.0401
Si	5.469	0	30.9692	0.0121	-0.0017	-0.0249
Si	2.7345	2.7345	30.9692	-0.0259	0.1411	0.0168
Si	8.2035	2.7345	30.9692	0.0109	0.033	-0.0379
Si	0	5.469	30.9692	-0.0598	-0.0492	-0.0209
Si	5.469	5.469	30.9692	-0.0668	0.0207	-0.0027
Si	2.7345	8.2035	30.9692	0.0512	0.0412	-0.022
Si	8.2035	8.2035	30.9692	-0.0727	0.0399	-0.0042
Si	1.3673	1.3673	32.3365	0.0354	-0.0632	-0.0226
Si	6.8362	1.3673	32.3365	0.0317	0.0199	-0.018
Si	4.1018	4.1018	32.3365	0.0835	-0.0693	-0.0066
Si	9.5708	4.1018	32.3365	0.0039	-0.0025	-0.0239
Si	1.3673	6.8362	32.3365	0.0158	-0.0194	-0.0239
Si	6.8362	6.8362	32.3365	0.0603	-0.0548	-0.0216
Si	4.1018	9.5708	32.3365	-0.0269	-0.0131	-0.0155
Si	9.5708	9.5708	32.3365	0.0861	-0.0617	-0.0108
Si	2.7345	0	0.6835	-0.002	0.0295	0.0165
Si	8.2035	0	0.6835	-0.067	0.0074	0.0118
Si	0	2.7345	0.6835	-0.0532	0.0526	0.008
Si	5.469	2.7345	0.6835	-0.0094	0.0619	0.0318
Si	2.7345	5.469	0.6835	-0.0265	0.0123	0.018
Si	8.2035	5.469	0.6835	-0.0289	-0.0039	0.0288
Si	0	8.2035	0.6835	-0.0877	0.0206	0.0289
Si	5.469	8.2035	0.6835	-0.0195	0.0492	0.0061
Si	4.1018	1.3673	2.0507	-0.0237	-0.0828	0.0086
Si	9.5708	1.3673	2.0507	0.0962	0.0458	0.049
Si	1.3673	4.1018	2.0507	-0.0372	-0.0472	0.0552
Si	6.8362	4.1018	2.0507	0.0125	-0.0633	-0.0448
Si	4.1018	6.8362	2.0507	0.0571	-0.065	0.0178
Si	9.5708	6.8362	2.0507	0.0073	-0.0148	-0.0047
Si	1.3673	9.5708	2.0507	0.0765	0.005	-0.0052
Si	6.8362	9.5708	2.0507	0.099	-0.0768	0.0022
Si	0	0	3.418	0.1957	0.1021	0.1117
Si	5.469	0	3.418	-0.3397	0.0181	0.4012
Si	2.7345	2.7345	3.418	-0.1611	-0.2705	0.1047
Si	8.2035	2.7345	3.418	-0.3024	0.0546	-0.0413
Si	0	5.469	3.418	0.0698	0.1926	-0.1209
Si	5.469	5.469	3.418	-0.0219	-0.0114	-0.3857
Si	2.7345	8.2035	3.418	-0.0451	0.4616	0.2604
Si	8.2035	8.2035	3.418	-0.0717	0.3221	-0.4224
Si	1.4023	1.3345	4.8863	0.002	0.0024	0.0107
Si	6.7853	1.4062	4.8013	-0.0034	-0.0009	-0.002
Si	4.103	4.0874	4.7467	0.0139	-0.0054	0.0001
Si	9.5139	4.1694	4.7417	0.0076	-0.0028	-0.0037
Si	1.318	6.9011	4.7808	0.0032	-0.0002	0.006
Si	6.7727	6.9058	4.714	-0.0004	-0.0089	-0.0117
Si	4.027	9.6339	4.8903	0.001	0.0054	-0.0041
Si	9.5389	9.6077	4.7557	0.0024	-0.005	-0.0009
Si	2.7288	0.0077	6.5272	-0.0051	0.0081	0.0114
Si	8.1277	0.0042	6.121	-0.0072	0.0031	-0.0098
Si	-0.1893	2.7233	6.1021	-0.033	-0.0096	-0.0147
Si	5.4129	2.7598	6.2092	-0.002	0.0079	0.0077
Si	2.7603	5.553	6.0616	-0.023	-0.0166	-0.011
Si	8.1631	5.5912	6.0306	-0.0008	0.0016	0.0164
Si	-0.0454	8.2758	6.1594	0.0038	0.0017	0.003
Si	5.3953	8.1857	6.1455	-0.0074	0.005	0.0104
Si	3.8767	1.8049	7.7887	-0.0002	0.001	-0.0167
Si	9.6092	1.1934	7.4998	0.0016	-0.0057	0.0121
Si	1.624	3.7935	6.9951	0.0541	0.0162	0.0207
Si	6.6192	4.4425	7.3095	-0.0217	-0.0008	-0.0448
Si	4.326	6.5757	7.514	0.0014	-0.005	0.0105
Si	9.2823	7.1296	7.4244	-0.0058	-0.0016	-0.0074
Si	0.8667	9.8364	7.6866	0.0045	-0.004	-0.0135
Si	7.0053	9.3216	7.3887	-0.0041	-0.0011	0.01
O	5.4741	5.468	7.9396	-0.0014	0.0131	0.0065
O	-0.078	0.2292	7.8935	-0.0066	0.0045	0.0018
O	2.5804	2.8758	7.9299	-0.0281	0.0081	-0.016
O	8.177	8.2647	7.8627	-0.0011	-0.0101	-0.0054
O	2.2603	8.5354	23.9715	0.0011	-0.002	-0.0001
O	8.1138	5.485	22.9495	-0.0019	0.001	-0.0051
O	6.9412	9.5153	24.9764	-0.0052	0.0072	0.0122
O	1.3841	4.0464	25.1241	0.0017	-0.0009	-0.0058
O	6.3358	9.9474	8.7414	0.0047	0.0016	-0.0008
O	-0.7308	3.9868	9.0697	0.0192	0.0505	0.0008
O	0.6766	9.1456	9.1714	-0.0019	-0.003	0.0114
O	7.5424	3.8808	8.5263	0.0318	-0.0122	0.0447
O	9.8228	6.5578	8.867	0.0308	-0.0573	0.0383
O	4.4727	1.7982	9.3324	0.003	0.0007	0.0124
O	3.5928	7.1303	8.8791	-0.0022	-0.0071	-0.007
O	8.9605	1.7267	8.9499	0.0232	-0.0294	-0.0105
O	5.242	0.4996	24.2925	0.002	-0.0078	0.0087
O	7.9903	3.2586	24.4035	0.0071	-0.0096	0.0084
O	11.7131	6.6494	19.8696	-0.0003	0.0001	-0.0012
O	5.8736	4.8584	24.2194	-0.0018	0.0023	0.0019
O	8.8252	7.7924	24.0352	-0.0075	0.0111	0.0042
O	3.2871	2.3631	24.3084	0.0037	-0.0078	0.0008
O	4.1165	6.789	24.9236	0.0029	-0.0015	0.002
O	11.3935	-0.4556	24.1001	-0.0047	0.0029	0.0047
Si	11.6877	8.9615	10.8	-0.0039	0.0052	-0.0008
Si	6.9575	15.2272	11.6315	-0.0117	-0.0001	0.0011
Si	8.2133	11.362	15.1466	-0.0042	-0.0005	0.0004
Si	2.0743	13.1094	19.3911	-0.0024	0.0008	0.0008
Si	4.6392	13.4965	10.8027	-0.0002	-0.0052	-0.0055
Si	1.7148	-2.3886	17.6666	-0.0018	-0.0006	-0.0011
Si	4.9807	1.4395	18.8581	-0.0013	-0.0003	-0.0009
Si	0.8244	-0.6356	20.1622	-0.0037	0.002	-0.0016
Si	-0.8546	7.685	13.0675	0.0002	0.0054	-0.001
Si	-3.2209	-1.9406	16.6486	-0.0022	0.0011	0.0016
Si	9.1491	2.4809	16.7385	-0.0029	-0.0001	0.0013
Si	8.7448	3.2915	9.4279	-0.0813	0.0037	0.012
Si	6.5132	9.8366	10.3689	0.0002	-0.0028	-0.0054
Si	10.7134	5.4517	9.6474	-0.0376	0.0614	0.0716
Si	1.6624	9.0006	14.5748	-0.0002	-0.0008	0.0013
Si	3.9978	12.0918	23.4825	-0.0036	0	0.0089
Si	5.35	3.0174	21.4436	-0.003	0.0021	0.0018
Si	-3.8573	7.4542	12.1573	-0.0045	0.0007	-0.0031
Si	-1.9338	-1.8718	19.249	-0.0039	0.0007	0.0015
Si	11.4058	5.6585	21.1274	0	-0.0025	0.0008
Si	6.3315	2.301	16.0833	-0.004	-0.0005	-0.0006
Si	16.4118	4.3583	14.2256	-0.0034	-0.0005	0.004
Si	-0.0923	4.8731	12.7181	0.0038	0.0024	0.002
Si	10.3024	2.2216	14.0129	-0.0007	-0.0031	0.0042
Si	1.6954	9.8902	23.1987	0.0015	0.0029	-0.0001
Si	3.0251	4.5463	12.2004	0.0008	0.0003	0.0028
Si	5.8978	6.8848	16.0861	-0.0018	0.0004	0.0008
Si	-4.8649	9.4938	19.0696	-0.0009	-0.0006	0.0021
Si	10.6138	6.7558	18.6622	-0.0022	0.0002	-0.0011
Si	4.2872	6.9956	18.6814	-0.0006	0.0017	0.0006
Si	-0.2738	3.8646	18.844	-0.0016	-0.0004	-0.0006
Si	4.4967	0.0686	12.1942	-0.0011	-0.0014	-0.0039
Si	12.4155	11.2789	12.7126	0.0019	-0.0033	0.0003
Si	2.5877	6.7077	10.1038	0.0117	0.0049	0.0072
Si	7.1725	4.2519	23.4271	-0.0011	-0.0012	0.0036
Si	9.3901	6.3741	23.4086	-0.0038	-0.0023	-0.0042
Si	4.6018	-2.3889	13.9252	-0.0035	0.0003	-0.0007
Si	3.2061	4.7862	20.8372	-0.0018	-0.0011	0.0015
O	8.9824	-1.6467	17.6263	-0.0014	0.0004	-0.0027
O	-4.5485	9.5468	17.4567	-0.0018	-0.0007	-0.0021
O	11.6169	1.6873	13.1684	-0.0011	0.0008	-0.0017
O	10.4186	6.1681	13.5814	-0.0005	-0.0046	-0.0124
O	3.7509	5.816	19.6815	-0.002	-0.0014	-0.001
O	12.2982	5.8108	9.3953	-0.001	-0.0142	0.0082
O	7.552	10.9619	10.9193	0.0663	0.0212	-0.0381
O	-3.5031	-3.5232	16.3412	-0.0027	-0.0005	-0.0014
O	5.6882	3.8089	10.7036	-0.0002	-0.0007	0.0034
O	15.0115	4.6178	13.4343	-0.0077	-0.0005	-0.0035
O	-1.282	1.3318	25.0651	-0.0009	-0.0034	0.0102
O	5.0432	8.1374	15.4394	-0.002	0.0005	-0.0017
O	8.8606	11.8113	16.5991	-0.0014	0.0003	-0.0018
O	2.9613	8.2176	13.8701	-0.0017	-0.0002	-0.0002
O	5.007	10.0448	10.9746	0.0012	-0.0024	-0.0011
O	1.9646	5.3882	21.7415	-0.0028	0.0004	-0.0028
O	13.0491	8.0462	10.9056	-0.0077	-0.0072	-0.0017
O	1.2278	-1.2714	21.64	0.0009	-0.0002	0.0031
O	1.0892	3.052	18.4203	-0.0004	-0.0005	-0.0016
O	5.5268	2.6073	19.8753	-0.0017	0.0007	-0.0011
O	2.9928	7.6149	17.9447	-0.0019	-0.0002	-0.0013
O	1.8711	-1.7843	16.1737	-0.0017	0.0008	-0.0034
O	0.6978	10.4011	11.5615	-0.0008	-0.0055	-0.0022
O	2.909	0.0162	23.1542	0.0032	0.0041	-0.0031
O	3.2075	3.1971	11.285	-0.0042	0.0006	0.0018
O	0.3405	7.6836	17.5256	-0.0022	-0.0002	-0.0016
O	-0.594	13.6695	15.6002	-0.001	-0.0002	-0.0046
O	-2.5068	7.8123	13.0567	0	-0.0011	0.0013
O	7.1651	5.9067	11.6068	-0.0008	-0.0063	0.0029
O	5.1315	8.1935	19.4424	-0.002	-0.0001	-0.0029
O	5.2318	6.3707	17.4896	-0.0003	-0.0001	-0.0024
O	5.6459	7.7246	12.9364	0.0004	-0.0026	0.0004
O	10.4244	5.3299	11.2146	0.0224	-0.0197	-0.1078
O	-0.5217	6.4611	22.1437	0.0015	0.0011	-0.0103
O	-1.7511	1.0041	13.9491	0.0007	0.0012	-0.0032
O	-0.5502	5.2671	18.0379	-0.0016	0.0006	-0.0023
O	8.0189	9.7493	15.2196	-0.0019	0.0002	-0.0019
O	6.658	3.8854	13.1848	-0.0002	-0.0007	-0.003
O	4.5205	4.4085	21.7093	-0.0001	-0.0002	-0.0038
O	8.2594	3.4977	10.9694	0.0116	-0.0061	-0.009
O	7.5171	9.3807	19.8664	-0.0017	0	-0.0035
O	10.5036	8.0832	11.51	0.0041	0.0087	0.0056
O	7.7038	14.1291	16.3619	-0.0024	0.0002	-0.0009
O	1.7192	10.5491	14.1223	-0.0022	0.0032	-0.0026
O	0.156	8.5135	14.085	-0.0057	-0.0017	-0.002
O	9.9719	3.5932	13.1893	-0.0031	0.0036	-0.0034
O	14.2784	5.8058	11.2078	-0.0099	0.0056	-0.0076
O	-3.8845	8.362	10.8011	-0.0036	-0.0051	0.0022
O	-0.2311	4.2869	20.4568	-0.0006	0.002	-0.0014
O	6.7324	12.0389	15.04	-0.002	0.0012	0.0001
O	13.8755	11.4453	12.0226	-0.0037	0.0014	0
O	16.146	3.2109	15.3437	0.0011	-0.0005	0.0022
O	6.7823	3.3405	22.1394	0.0006	0.0016	-0.0042
O	5.2215	12.4621	11.9407	-0.0001	0.0033	-0.0017
O	5.3231	10.8889	19.4533	-0.0015	0.0006	-0.0021
O	3.3589	1.5311	18.62	-0.0007	0.0001	-0.0014
O	9.4946	2.8682	18.2834	-0.0016	-0.0005	-0.003
O	1.2111	11.909	20.1327	-0.0015	-0.0011	-0.0025
O	1.6141	9.6343	18.889	-0.0015	0.0006	-0.0005
O	10.2543	5.6434	24.5543	0.0053	-0.0054	0.0107
O	5.9661	5.6904	14.9984	-0.0035	-0.0017	-0.0012
O	4.6012	1.7369	22.1092	-0.0026	-0.0033	-0.0003
O	2.6629	14.2463	20.3928	-0.0008	0.0009	-0.0022
O	-0.7846	20.9358	19.9545	0.0007	0.001	-0.0021
O	4.7632	-0.7745	13.5762	-0.0012	0.0001	0.0003
O	5.7205	1.6818	17.4421	-0.0004	0.0002	-0.0029
O	1.5117	4.5949	12.7882	-0.009	0.0033	-0.0049
O	9.3007	7.4467	19.3577	-0.0019	-0.0024	-0.0014
H	8.1138	11.4481	10.2887	-0.074	-0.0173	0.0336

Results
free energy: -137526.698 eV
free energy less fixed offsets of H -15.97, O -568.88, Si -635.61 eV per atom: -2.028 eV

The program warned: the cutoff lies below the one the program advises for these potential files; the exchange-correlation potential is rough where the density is thin.
